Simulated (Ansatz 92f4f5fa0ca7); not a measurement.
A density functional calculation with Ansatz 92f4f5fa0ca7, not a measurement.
Periodic cell of 252 atoms, Si132O88H32, with a vacuum gap, from a study of silicon, its oxide and their interface. The atomic structure is a simulated model.

Settings
functional: r2SCAN
potential files: Ansatz PAW
basis: plane waves
wave-function cutoff: 800 eV
density cutoff ratio: 5
exchange-correlation grid ratio: 1
k mesh: 1 x 1 x 1, shifted by 0.5 0.5 0 of a step
self-consistency stop: 1e-11 eV per atom in the density residual
occupations: fixed
spin: none
net charge: 0
applied field: sawtooth along c, amplitude +0.015 V/angstrom in the program's sign convention, ramp centred at 0.9888 of c and 0.0225 of c wide, no dipole correction

Cell vectors (angstrom)
a, 10.888, 0, 0
b, 0, 10.888, 0
c, 0, 0, 44.4871

Atoms and the computed forces on them: element, x, y, z (angstrom), force x, y, z (eV/angstrom)
Si, 0.6314, -0.4246, 30.8152, -0.0023, 0.0002, 0.0288
Si, 2.8946, 2.7582, 31.1498, 0.0024, -0.0015, 0.019
Si, 1.0494, 5.1499, 30.5506, -0.0009, 0.0031, 0.0334
Si, 2.3759, 8.6812, 30.9005, 0.0085, -0.0019, 0.0282
Si, 4.9673, 0.4777, 30.8645, -0.0061, 0.0012, 0.0321
Si, 7.732, 3.1471, 30.5925, -0.0106, -0.004, 0.0456
Si, 5.5197, 5.3598, 30.8858, 0.0016, -0.0056, 0.0335
Si, 8.3706, 8.1042, 30.6488, 0.0001, -0.0005, 0.036
Si, 1.3796, 1.3372, 32.2223, 0.0103, 0.0015, -0.0168
Si, 4.2139, 4.1536, 32.4089, 0.0014, -0.0011, -0.0182
Si, 1.5743, 6.8277, 32.1268, -0.0087, 0.0074, -0.0197
Si, 4.0061, 9.6978, 32.2092, -0.0072, 0.0049, -0.0198
Si, 6.7794, 1.4484, 31.9803, -0.0059, 0.0057, -0.0124
Si, 9.4006, 3.985, 32.0546, -0.0113, 0.0025, -0.0022
Si, 6.8475, 6.9085, 32.0478, 0.0051, 0, -0.0161
Si, 9.689, 9.5015, 32.0066, 0.0023, -0.0068, -0.0133
Si, -0.0941, 2.6877, 33.4679, 0.0049, -0.0055, 0.0181
Si, 2.7042, 0.0575, 33.6662, 0.0059, -0.0038, 0.0107
Si, 0.0389, 8.0882, 33.4507, 0.0105, 0.001, -0.0006
Si, 2.8096, 5.5285, 33.6264, 0.0076, 0.0008, 0.008
Si, 5.571, 2.7115, 33.595, -0.0092, -0.0042, 0.0083
Si, 8.2104, 0.0257, 33.2965, 0.0019, 0.0075, 0.0128
Si, 5.4591, 8.2536, 33.4155, -0.0139, -0.0116, 0.0092
Si, 8.1871, 5.497, 33.4307, -0.0025, -0.0054, -0.0061
Si, 1.3236, 4.1005, 34.7982, 0.0152, 0.0065, 0.0247
Si, 4.1317, 1.397, 34.9288, 0.0005, 0.0082, 0.0044
Si, 1.3485, 9.4815, 34.8762, 0.0088, -0.001, 0.0144
Si, 4.168, 6.8977, 34.8967, 0.0048, 0.0082, 0.0131
Si, 6.894, 4.1215, 34.875, -0.0006, 0.0077, 0.0203
Si, 9.4884, 1.3272, 34.8222, -0.0092, -0.002, 0.0214
Si, 6.8435, 9.5904, 34.7511, -0.0033, 0.0025, 0.0301
Si, 9.5365, 6.8053, 34.8347, 0.0023, 0.0011, 0.0132
Si, -0.0327, -0.0247, 36.1839, 0.0254, 0.0017, 0.1744
Si, 2.6966, 2.7553, 36.1872, 0.0025, -0.0138, 0.1653
Si, -0.0053, 5.4384, 36.2031, -0.0159, 0.0159, 0.1897
Si, 2.7461, 8.1844, 36.2495, -0.0086, -0.0052, 0.1855
Si, 5.4829, -0.0065, 36.2153, 0.0045, 0.0001, 0.1935
Si, 8.1985, 2.719, 36.2238, -0.0021, -0.0072, 0.1854
Si, 5.4869, 5.467, 36.2068, -0.0105, -0.0091, 0.162
Si, 8.1638, 8.1951, 36.1445, -0.0082, -0.011, 0.1777
Si, 1.3477, 1.3496, 37.5273, -0.0163, 0.0294, 0.1854
Si, 4.0664, 4.1126, 37.5283, -0.0085, 0.0676, 0.3144
Si, 1.3637, 6.7948, 37.5622, 0.06, 0.0213, 0.2944
Si, 4.1048, 9.5398, 37.5945, 0.0025, -0.0117, 0.3152
Si, 6.81, 1.3717, 37.5727, 0.0262, -0.0109, 0.3316
Si, 9.5482, 4.072, 37.5849, 0.0584, -0.0549, 0.3069
Si, 6.8294, 6.8268, 37.5466, -0.0028, -0.0016, 0.2883
Si, 9.5023, 9.5265, 37.5404, 0.0036, -0.0103, 0.3735
Si, 0.004, 2.6872, 6.9421, -0.0652, 0.0098, -0.2956
Si, 2.6991, 0.0052, 6.9358, -0.0303, -0.0623, -0.2318
Si, -0.0218, 8.1711, 6.9052, -0.0379, 0.0585, -0.3271
Si, 2.717, 5.4294, 6.9373, 0.025, -0.0517, -0.332
Si, 5.4016, 2.7305, 6.9061, 0.0345, 0.0438, -0.3001
Si, 8.1494, -0.0246, 6.9337, 0.0216, -0.0442, -0.3349
Si, 5.4497, 8.1403, 6.9476, 0.0012, -0.0041, -0.2837
Si, 8.1587, 5.4457, 6.9324, -0.0827, 0.0052, -0.2534
Si, 1.3615, 4.0554, 8.2854, -0.0366, 0.0418, -0.1785
Si, 4.0561, 1.37, 8.2844, 0.0335, -0.0425, -0.1878
Si, 1.3359, 9.5051, 8.2861, 0.0182, 0.002, -0.1813
Si, 4.078, 6.7745, 8.2974, -0.0113, 0.0076, -0.1814
Si, 6.7546, 4.0844, 8.2678, 0.0293, -0.0241, -0.1756
Si, 9.5138, 1.3164, 8.2841, -0.0112, 0.0238, -0.17
Si, 6.7972, 9.5021, 8.3038, -0.0031, 0.0043, -0.1851
Si, 9.5006, 6.837, 8.2727, -0.0197, 0.016, -0.1891
Si, -0.0441, -0.0574, 9.6687, -0.0099, -0.0091, -0.0182
Si, 2.7028, 2.7037, 9.6754, -0.0117, -0.0084, -0.0204
Si, -0.016, 5.4654, 9.5631, -0.0015, -0.0148, -0.0032
Si, 2.7031, 8.1286, 9.6297, -0.0118, -0.0032, -0.0199
Si, 5.4026, -0.033, 9.6131, 0.0015, 0.0059, -0.0167
Si, 8.0951, 2.6697, 9.574, -0.0053, -0.0004, -0.0009
Si, 5.4147, 5.4211, 9.69, 0.0049, -0.0008, -0.0259
Si, 8.137, 8.1496, 9.7005, 0.0035, -0.0006, -0.0285
Si, 1.3243, 1.31, 10.9863, -0.0046, 0.0013, -0.0131
Si, 4.0556, 4.0545, 11.0595, 0.0028, 0.0023, -0.0115
Si, 1.3426, 6.7602, 10.9784, -0.0061, 0.003, -0.0038
Si, 4.0571, 9.4895, 10.9765, -0.0011, 0.0015, -0.0033
Si, 6.7566, 1.2964, 10.9732, 0.0092, 0.0004, -0.0015
Si, 9.4443, 4.1112, 10.8022, -0.0015, -0.0016, -0.0045
Si, 6.7547, 6.7974, 11.0665, 0.0025, -0.0054, -0.0076
Si, 9.4896, 9.4919, 11.0928, 0.0004, 0.0044, -0.0103
Si, -1.6409, 1.6968, 13.4853, 0.0089, -0.0067, 0.0197
Si, 2.6618, -0.0852, 12.3435, 0.0059, -0.0065, 0.0146
Si, -0.0156, 8.0797, 12.3928, 0.0037, -0.0095, 0.0063
Si, 2.6701, 5.4036, 12.4083, -0.0129, 0.003, 0.0058
Si, 5.3816, 2.6152, 12.3639, 0.0046, -0.0117, 0.0107
Si, 8.0788, -0.0378, 12.4327, -0.0085, 0.0083, 0.0164
Si, 5.3784, 8.1567, 12.4366, -0.0066, 0.006, 0.0172
Si, 8.1179, 5.347, 12.3035, 0.0077, -0.0079, 0.0083
Si, 1.0403, 4.1584, 13.5749, -0.0035, -0.0092, 0.0217
Si, 4.2042, 1.0378, 13.6854, -0.0031, 0.0035, 0.0152
Si, 1.5569, 9.2345, 13.7112, -0.0104, 0.0052, 0.0133
Si, 3.7711, 7.0183, 13.7368, 0.0091, -0.0012, 0.0221
Si, 6.9629, 3.7697, 13.6278, -0.0033, 0.0098, 0.0182
Si, 10.7768, 2.7625, 12.1168, -0.005, 0.0108, 0.0082
Si, 6.4718, 9.7445, 13.8091, 0.0072, -0.0041, 0.0225
Si, 9.7603, 6.3923, 13.588, -0.008, 0.0047, 0.0259
Si, 2.7307, 2.7641, 15.8035, -0.0062, 0.0035, 0.0557
Si, 14.048, 1.341, 26.6849, -0.0054, -0.0046, 0.043
Si, -6.7693, 7.2583, 28.7576, 0.0019, 0.0042, 0.0653
Si, 9.0272, -4.2578, 16.5439, 0.0006, -0.009, 0.0596
Si, 9.4181, 3.3902, 28.0096, -0.0023, 0.0052, 0.0606
Si, 21.5316, 10.9017, 15.6381, -0.0101, 0.0039, 0.0525
Si, 12.6913, -7.9886, 22.2829, 0.0074, -0.0012, 0.0579
Si, 6.8331, 16.237, 18.0574, 0.013, 0.0025, 0.0589
Si, 4.9689, -5.8787, 15.7813, 0.0028, -0.0042, 0.0605
Si, 6.176, 3.3639, 23.4096, 0.0005, -0.0009, 0.0483
Si, 1.5262, -5.4365, 20.4438, 0.0076, 0.0018, 0.0498
Si, -8.7049, -2.6996, 21.1476, 0.0096, 0.0075, 0.0464
Si, 3.1749, 10.9125, 21.8459, 0.0005, -0.0017, 0.0399
Si, -14.2304, -3.32, 20.0786, 0.0052, -0.0005, 0.0569
Si, 11.5678, 12.8847, 17.8016, -0.0156, 0.0064, 0.0611
Si, 14.5346, 8.6513, 23.6227, 0.0047, -0.0064, 0.0524
Si, -10.7618, -3.2166, 26.0587, 0.0036, -0.0031, 0.0602
Si, 9.9304, 1.2005, 20.1965, -0.0057, -0.0062, 0.0578
Si, 14.4032, 3.7148, 24.8237, -0.0043, 0.0032, 0.0474
Si, 0.638, -9.6764, 28.128, -0.0079, -0.004, 0.0605
Si, -2.8851, -1.4776, 16.4842, 0.0003, 0.0073, 0.062
Si, -0.6969, 6.3656, 28.6509, -0.0001, -0.0045, 0.0588
Si, -11.3534, 1.3254, 23.1911, 0.003, -0.0069, 0.0703
Si, 18.5157, 10.508, 19.2318, -0.006, 0.007, 0.0661
Si, -4.5929, -1.3919, 28.7368, -0.0025, -0.0031, 0.0582
Si, -2.6386, 13.2623, 25.2495, 0.0062, 0.0018, 0.0642
Si, 6.1718, 0.7953, 21.5492, -0.0047, 0.0022, 0.0549
Si, 18.1296, 5.6747, 22.2915, -0.0097, -0.0017, 0.0566
Si, -4.471, -1.3743, 23.6717, -0.0073, 0.0024, 0.05
Si, 0.8944, -0.1543, 25.5284, 0.0016, 0.0014, 0.0568
Si, 6.0796, -10.6136, 26.2593, 0.0033, -0.0062, 0.0639
Si, 13.8728, -4.2323, 25.8623, -0.0005, -0.0031, 0.0651
Si, -2.4548, 3.9737, 19.9846, -0.0014, -0.0035, 0.0555
Si, -2.1041, -3.3767, 23.8903, 0.006, 0.0041, 0.0565
Si, 10.7231, 15.7155, 18.1111, 0.01, 0.0012, 0.0569
Si, 10.3268, 7.401, 21.2028, 0.0003, 0.0082, 0.0429
O, -3.9701, 7.0294, 21.4735, 0.0021, 0.0082, -0.0315
O, -12.2188, -6.0744, 19.2113, 0.0125, 0.0025, -0.0341
O, 0.6552, -1.7319, 25.7249, 0.0001, 0.0042, -0.0158
O, -11.0288, -7.5321, 17.4237, 0.0036, -0.0074, -0.0224
O, 4.5718, 27.8024, 29.7199, -0.0085, 0.0125, -0.0269
O, -1.9452, 2.4813, 20.2352, 0.0024, 0.003, -0.0181
O, 8.3538, 13.6932, 29.1054, 0.0143, 0.0008, -0.035
O, 2.5812, 3.4609, 23.5572, -0.0054, -0.0069, -0.0377
O, 2.0742, 3.9018, 30.2612, -0.0067, 0.0049, -0.0113
O, 3.7682, -6.9198, 15.9154, -0.0009, -0.0044, -0.0229
O, -1.5777, -0.8391, 15.8214, 0.0084, 0.0038, -0.0183
O, 12.1118, -5.7916, 18.8901, -0.0133, -0.0076, -0.0387
O, 9.0425, 3.0574, 26.4718, -0.0116, -0.0121, -0.0434
O, 3.9357, 12.5811, 30.4112, 0.0006, -0.0034, -0.0121
O, 13.8579, -2.714, 29.4446, 0.0119, -0.012, -0.0267
O, -10.9167, -5.6022, 14.0906, 0.0028, -0.0026, -0.0107
O, -1.3955, 5.0087, 28.1006, -0.0027, -0.0069, -0.0193
O, 10.2804, 1.217, 14.6427, -0.0112, 0.0094, -0.0293
O, 3.4659, 1.5372, 15.0552, 0.0095, -0.011, -0.0341
O, 11.8132, 20.8493, 15.0377, 0.0149, -0.0139, -0.0315
O, 4.4446, 6.371, 15.0815, -0.0109, 0.0134, -0.0359
O, 0.4054, 1.6465, 19.3874, 0.012, 0.0064, -0.0419
O, 11.0803, 16.8445, 21.2466, 0.0031, -0.0043, -0.0186
O, 13.558, -2.7488, 14.2333, 0.001, -0.0048, -0.0168
O, 6.1989, 4.4049, 14.921, 0.0109, -0.0092, -0.0322
O, 6.8427, -4.1979, 18.9398, -0.0053, -0.0167, -0.0336
O, 28.6106, -11.2386, 22.4882, 0.0008, 0.0108, -0.0266
O, 10.4476, 6.0654, 17.0958, -0.0089, 0.0121, -0.0269
O, 16.3126, 5.2638, 17.3037, -0.0165, -0.0034, -0.0406
O, 19.9839, 6.9435, 14.9681, 0.0059, -0.0038, -0.0452
O, -14.2999, -18.3029, 24.3575, -0.0092, 0.0068, -0.0246
O, 8.1305, 2.7223, 14.1413, -0.004, 0.0006, -0.0204
O, 9.7651, 7.3023, 25.1281, -0.0169, 0.0004, -0.0382
O, 4.9436, 13.9797, 24.3997, 0.0113, -0.0009, -0.0176
O, 12.872, -6.8393, 21.1395, -0.005, 0.0155, -0.0339
O, 6.3796, -8.6564, 22.2689, 0.0015, -0.0118, -0.0246
O, 15.4972, 0.5406, 21.3772, 0.0057, 0.0013, -0.0171
O, 7.3574, -0.5197, 17.6318, 0.0067, -0.0112, -0.0462
O, 17.6172, 10.1451, 27.3326, -0.0027, 0.016, -0.0421
O, 9.1984, 10.8812, 19.402, -0.0035, -0.0045, -0.0184
O, 13.1601, 12.2746, 21.8399, 0.0004, -0.0018, -0.0163
O, -7.4085, 8.01, 25.0986, 0.0043, 0.0142, -0.0311
O, -0.7832, 0.6822, 21.7292, -0.0041, 0.0018, -0.046
O, 18.0785, 9.1137, 19.9081, 0.0035, 0.0074, -0.0208
O, 28.5635, 0.7435, 20.0472, 0.0129, -0.0087, -0.0316
O, 5.7804, -0.5429, 24.9051, 0.003, -0.0134, -0.0341
O, 7.736, 8.7166, 24.1448, -0.0011, -0.0023, -0.0201
O, -7.3285, -15.0877, 27.3666, -0.0114, -0.0065, -0.0489
O, -3.9243, -1.723, 15.2646, -0.015, 0.0042, -0.0448
O, 24.302, 28.5385, 20.3924, -0.0006, -0.0095, -0.0189
O, 0.1859, 0.6746, 17.031, -0.0035, -0.0147, -0.0341
O, -1.7261, -3.4677, 20.088, -0.0134, -0.0008, -0.0196
O, 0.0859, -10.26, 26.7075, 0.0016, -0.0114, -0.0395
O, -6.1775, 0.922, 26.8474, 0.0013, 0.0011, -0.0193
O, 3.0303, -8.042, 26.0946, 0.0037, 0.0111, -0.0325
O, -4.9438, 4.8018, 22.6889, 0.0067, 0.0088, -0.0165
O, 7.1104, 14.957, 19.0291, -0.0095, 0.0095, -0.0311
O, -10.1015, -4.946, 29.1588, -0.01, 0.0047, -0.0269
O, 7.9918, -4.7571, 23.6431, -0.0065, -0.0063, -0.0229
O, -16.3567, -2.7177, 28.4785, -0.0001, -0.0003, -0.0202
O, 0.272, 2.7236, 22.8009, 0.0057, 0.0037, -0.0202
O, 1.5141, 3.3075, 14.8842, -0.0069, 0.012, -0.0317
O, -2.3882, 8.0289, 17.1845, -0.0005, 0.0023, -0.0272
O, -1.6141, 7.0165, 29.8227, 0.0099, -0.0111, -0.0243
O, 0.2687, 0.1726, 29.3162, -0.0021, 0.0177, -0.0426
O, 12.2504, -4.2443, 25.8548, 0.0024, 0.0004, -0.0209
O, 5.2161, -2.3695, 23.2088, -0.0002, 0.0001, -0.0102
O, -1.716, 1.5942, 24.1715, 0.0116, -0.0048, -0.0287
O, -1.1993, 7.8396, 22.6032, 0.0107, -0.0036, -0.0367
O, 11.4947, -2.4198, 20.8898, -0.0038, -0.0024, -0.0156
O, -8.6916, -8.5994, 17.2697, 0.0133, 0.0038, -0.0362
O, 10.8329, 2.6587, 28.3476, 0.0005, -0.0024, -0.018
O, -7.357, -5.594, 25.1695, 0.0023, -0.0124, -0.0169
O, 2.2634, 1.3479, 28.0489, 0.0122, 0.0002, -0.0298
O, 2.8087, 9.6688, 20.8248, -0.0016, -0.0036, -0.0248
O, 7.9625, 5.4708, 16.9011, 0.0057, 0.0057, -0.0278
O, -2.7014, 4.7088, 21.3979, 0.0087, -0.0099, -0.0347
O, 27.1224, 10.8706, 14.1875, -0.0043, 0.0017, -0.0035
O, 0.4493, 0.2885, 24.0398, -0.0074, 0.0088, -0.0346
O, 10.4845, 4.5724, 30.9727, 0.0117, 0.0055, -0.0131
O, 10.4296, 7.5254, 27.5573, 0.0075, 0.0113, -0.0441
O, -3.7155, -9.4946, 25.9251, 0.0032, 0.0049, -0.0222
O, 2.6342, 7.8179, 22.6693, -0.01, -0.002, -0.0368
O, -7.6472, -0.6712, 23.3263, -0.0026, 0.0076, -0.0298
O, -3.2853, 9.0861, 29.5888, -0.0118, 0.0079, -0.027
O, 5.4341, 10.6235, 29.498, 0.0102, -0.0103, -0.0344
O, 6.5691, 4.2637, 30.2492, 0.0064, -0.0022, -0.0125
O, 2.4538, 0.2375, 25.7278, -0.0035, -0.0047, -0.0151
H, 2.1716, 0.53, 38.4597, -0.2847, 0.2635, -0.3139
H, 0.524, 2.1696, 38.4597, 0.3032, -0.3368, -0.2787
H, 4.8739, 3.2767, 38.4607, -0.265, 0.2457, -0.2952
H, 3.2346, 4.9243, 38.4607, 0.4237, -0.2823, -0.2509
H, 0.5392, 7.6139, 38.4947, 0.2609, -0.2518, -0.2799
H, 2.1818, 5.9694, 38.4947, -0.3813, 0.3222, -0.2358
H, 3.2676, 10.3459, 38.527, 0.3857, -0.1795, -0.2485
H, 4.9101, 8.7018, 38.527, -0.2996, 0.3059, -0.2495
H, 7.6146, 0.533, 38.5051, -0.2536, 0.3839, -0.2302
H, 5.9736, 2.1786, 38.5051, 0.2659, -0.2587, -0.2732
H, 8.7218, 4.8891, 38.5174, 0.241, -0.2846, -0.2774
H, 10.3576, 3.238, 38.5174, -0.2574, 0.3962, -0.228
H, 5.9877, 7.6281, 38.479, 0.3467, -0.2549, -0.278
H, 7.6354, 5.9894, 38.479, -0.1556, 0.3815, -0.2803
H, 8.6756, 10.3434, 38.4729, 0.2875, -0.3341, -0.2726
H, 10.3267, 8.7073, 38.4729, -0.2875, 0.2426, -0.2774
H, -0.8053, 3.5213, 6.0096, 0.2262, -0.2827, 0.2757
H, 0.8277, 1.8673, 6.0096, -0.3703, 0.3461, 0.2548
H, 1.8752, 0.8249, 6.0033, 0.3433, -0.3798, 0.2451
H, 3.5364, -0.8008, 6.0033, -0.263, 0.2197, 0.28
H, -0.8462, 8.9904, 5.9727, 0.3795, -0.2811, 0.2356
H, 0.8027, 7.3521, 5.9727, -0.3004, 0.2226, 0.2778
H, 3.5488, 4.6177, 6.0048, -0.3602, 0.3509, 0.2456
H, 1.8989, 6.2548, 6.0048, 0.2473, -0.2708, 0.2993
H, 6.238, 1.9236, 5.9736, -0.254, 0.2312, 0.2818
H, 4.5941, 3.5664, 5.9736, 0.2869, -0.4187, 0.2365
H, 8.9761, -0.8415, 6.0013, -0.3724, 0.2938, 0.2462
H, 7.3449, 0.8141, 6.0013, 0.211, -0.278, 0.2948
H, 4.6444, 8.9783, 6.0151, 0.2166, -0.2732, 0.2797
H, 6.2914, 7.3389, 6.0151, -0.373, 0.2937, 0.2529
H, 7.3528, 6.2831, 6, 0.3065, -0.3699, 0.2251
H, 8.9852, 4.6286, 6, -0.2564, 0.2435, 0.2918

Results
free energy: -135126.760 eV
free energy less fixed offsets of H -15.71, O -570.45, Si -639.56 eV per atom: -2.520 eV

The program warned: the cutoff lies below the one the program advises for these potential files; the forces do not sum to zero within the program's tolerance; empty levels may hold ghost states of the PAW files; the exchange-correlation potential is rough where the density is thin.
